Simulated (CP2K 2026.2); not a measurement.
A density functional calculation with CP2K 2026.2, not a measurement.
Periodic cell of 513 atoms, Si351O162, from a study of silicon, its oxide and their interface. The atomic structure is a simulated model.
Doubt: the forces sum to 1.08 eV/angstrom along one axis rather than to zero, so they err by at least 0.0021 eV/angstrom per atom on average; the grid cutoff is modest.

Settings: functional PBE; method Gaussian and plane waves; basis set DZVP-MOLOPT-SR-GTH; pseudopotentials GTH-PBE; grid cutoff 350 Ry, relative cutoff 50 Ry; k points Gamma only; occupations fixed; spin none; net charge 0.

Cell vectors (angstrom)
a 16.407 0 0
b 0 16.407 0
c 0.205 -0.0098 34.3098

Atoms and the computed forces on them: element, x, y, z (angstrom), force x, y, z (eV/angstrom)
Si 16.329 0.471 0.186 -0.011 -0.048 0.202
Si 3.075 2.728 0.327 -0.12 0.152 0.158
Si 16.331 5.732 0.441 -0.007 -0.041 0.171
Si 2.173 8.378 0.003 0.108 -0.008 0.208
Si 16.293 10.547 0.152 -0.018 0.073 0.196
Si 2.667 13.283 0.221 0.001 0.072 0.171
Si 5.174 0.169 34.069 0.116 -0.19 0.091
Si 8.287 2.875 34.27 0.042 -0.107 0.209
Si 5.785 5.102 0.104 -0.049 0.136 0.191
Si 8.672 7.805 0.096 -0.026 0.09 0.212
Si 5.311 11.262 34.109 0.076 -0.07 0.232
Si 9.226 13.506 34.035 -0.182 0.1 0.254
Si 11.338 16.194 0.198 -0.035 0.106 0.229
Si 14.146 2.704 0.027 -0.123 0.036 0.194
Si 10.824 5.594 0.498 0.001 0.025 0.186
Si 14.07 7.906 0.123 -0.111 0.041 0.224
Si 11.143 11.215 0.172 0.004 -0.071 0.223
Si 13.664 14.031 0.104 0.084 -0.054 0.188
Si 1.403 1.599 1.549 0.012 -0.01 -0.045
Si 4.277 4.182 1.652 0 -0.037 -0.08
Si 1.38 6.977 1.72 -0.028 0.001 -0.063
Si 4.029 9.533 1.11 -0.027 0.026 -0.036
Si 1.185 12.083 1.496 0.03 -0.015 -0.044
Si 3.989 14.969 1.242 -0.009 0.003 -0.051
Si 6.855 1.207 1.113 0.001 0.031 -0.034
Si 9.515 3.999 1.527 0.011 0.033 -0.058
Si 6.919 6.799 1.326 0.021 -0.027 -0.044
Si 9.776 9.577 1.269 0.008 0.012 -0.034
Si 6.981 12.408 0.911 0.013 0.001 -0.029
Si 9.776 14.988 1.449 0.023 -0.006 -0.063
Si 12.47 1.516 1.3 0.004 -0.025 -0.04
Si 15.141 4.122 1.6 0.008 0.021 -0.057
Si 12.433 6.89 1.53 -0.01 -0.03 -0.058
Si 15.034 9.392 1.688 0.01 -0.003 -0.089
Si 12.539 12.452 1.541 -0.014 0.002 -0.05
Si 15.2 15.189 1.43 -0.002 0.01 -0.064
Si 0.092 2.848 2.996 -0.001 0.001 0.007
Si 2.759 0.01 2.717 -0.005 -0.009 0.022
Si 0.028 8.21 3.118 0.007 0 0.009
Si 2.841 5.56 2.902 0.002 0.002 0.008
Si 0.036 13.685 2.789 -0.006 0 0.013
Si 2.735 10.799 2.729 -0.015 -0.004 0.016
Si 5.621 2.603 2.759 0.011 0 0.022
Si 8.243 16.357 2.616 0.003 0.001 0.013
Si 5.478 8.235 2.572 0.002 -0.003 0.004
Si 8.186 5.436 2.829 -0.008 -0.003 0.027
Si 5.574 13.671 2.495 -0.003 0.006 0.004
Si 8.265 10.995 2.487 0.003 -0.008 0.006
Si 11.021 2.704 2.766 -0.007 0.001 0.012
Si 13.767 0.116 2.777 -0.003 -0.003 0.008
Si 11.043 8.286 2.813 0.007 0.004 0.008
Si 13.725 5.478 2.901 -0.004 0 0.007
Si 11.095 13.71 2.897 0.002 0.001 0.012
Si 13.747 10.949 2.881 -0.001 0.002 0.012
Si 1.491 4.19 4.284 -0.012 -0.009 0.005
Si 4.176 1.314 4.112 0.005 0.002 -0.003
Si 1.469 9.591 4.306 -0.003 -0.005 -0.005
Si 4.233 6.929 4.161 -0.009 -0.004 0.001
Si 1.439 15.041 4.125 0.001 0.01 -0.002
Si 4.183 12.288 3.944 -0.004 -0.007 -0.007
Si 6.888 4.033 4.182 0.004 -0.003 -0.007
Si 9.621 1.311 4.065 0.003 0.004 0.009
Si 6.892 9.623 3.929 0.003 0.009 -0.002
Si 9.631 6.847 4.106 -0.004 -0.008 -0.009
Si 6.873 15.009 4.004 -0.006 -0.007 -0.011
Si 9.608 12.282 4.05 0.008 0.004 0.002
Si 12.33 4.089 4.188 0.005 0.011 0.002
Si 15.112 1.405 4.231 -0.006 -0.011 -0.006
Si 12.352 9.619 4.236 -0.012 -0.003 -0.006
Si 15.066 6.787 4.338 0.013 0.009 -0.006
Si 12.422 15.137 4.195 -0.002 0.002 -0.007
Si 15.114 12.34 4.205 0 0.006 0.002
Si 0.08 16.397 5.53 -0.007 -0.003 -0.003
Si 2.852 2.72 5.522 -0.002 0.004 0.005
Si 0.082 5.478 5.662 -0.002 0.002 0.006
Si 2.847 8.21 5.595 -0.003 0.002 0.005
Si 0.088 10.997 5.585 0.009 0.005 0.004
Si 2.849 13.652 5.422 0 0.005 -0.007
Si 5.551 16.36 5.458 0.001 0 0
Si 8.308 2.699 5.496 0.002 0.01 0
Si 5.54 5.468 5.505 -0.007 -0.003 0.001
Si 8.234 8.25 5.403 -0.002 -0.002 -0.007
Si 5.538 10.953 5.381 -0.004 0 -0.011
Si 8.249 13.67 5.415 0 0.006 -0.002
Si 10.98 0.023 5.523 0.001 -0.005 0.002
Si 13.717 2.753 5.572 -0.001 0 -0.001
Si 10.972 5.484 5.523 0.001 0.001 -0.005
Si 13.705 8.225 5.601 0.003 -0.001 0
Si 10.943 10.973 5.524 -0.003 -0.008 -0.002
Si 13.742 13.712 5.548 0 0 0
Si 1.453 1.366 6.88 -0.005 -0.003 -0.002
Si 4.182 4.11 6.892 -0.003 -0.001 -0.001
Si 1.464 6.861 6.965 -0.006 -0.001 0.004
Si 4.219 9.618 6.87 -0.004 -0.003 0
Si 1.487 12.351 6.891 -0.001 0 0
Si 4.188 15.01 6.838 0.001 0.001 -0.001
Si 6.915 1.336 6.84 0.001 0.002 -0.003
Si 9.634 4.092 6.887 0.002 0.001 0.002
Si 6.916 6.861 6.833 0.003 -0.005 -0.004
Si 9.588 9.574 6.851 -0.001 0.003 0.001
Si 6.888 12.309 6.802 -0.002 -0.003 -0.005
Si 9.61 15.026 6.84 0.001 -0.002 -0.002
Si 12.34 1.384 6.913 0.001 0.004 0.001
Si 15.096 4.092 6.956 0.003 -0.002 0.001
Si 12.334 6.836 6.92 -0.002 0.002 0
Si 15.114 9.598 6.919 -0.001 -0.001 -0.004
Si 12.338 12.339 6.876 -0.003 0.004 -0.003
Si 15.122 15.052 6.916 0 -0.001 -0.001
Si 0.076 2.713 8.273 -0.001 0 0.001
Si 2.827 16.393 8.22 -0.004 0.001 -0.004
Si 0.078 8.236 8.294 0.001 0.003 0.003
Si 2.815 5.455 8.283 -0.003 -0.001 0.004
Si 0.1 13.695 8.264 -0.001 0.003 0
Si 2.836 10.962 8.254 0.001 0.003 0.001
Si 5.563 2.725 8.221 0 0.003 0
Si 8.269 16.398 8.236 0 0.003 -0.001
Si 5.555 8.218 8.231 -0.002 -0.002 -0.004
Si 8.264 5.485 8.226 0.001 0 -0.001
Si 5.544 13.66 8.226 0.001 0.003 -0.003
Si 8.239 10.954 8.212 -0.002 -0.005 -0.003
Si 10.997 2.752 8.285 0.002 0.002 0.002
Si 13.728 0.009 8.262 0 -0.003 -0.002
Si 10.959 8.216 8.243 0.003 -0.004 -0.001
Si 13.721 5.48 8.289 0 0 0
Si 10.976 13.69 8.242 -0.001 -0.003 0.001
Si 13.718 10.966 8.244 0.002 -0.001 -0.003
Si 1.436 4.091 9.633 -0.003 -0.002 0.002
Si 4.187 1.363 9.59 -0.001 0.001 -0.003
Si 1.46 9.6 9.638 -0.003 -0.001 0.001
Si 4.185 6.846 9.612 -0.003 0 0
Si 1.46 15.061 9.621 0 -0.001 0
Si 4.189 12.317 9.634 -0.002 -0.002 0
Si 6.905 4.106 9.598 0 -0.001 -0.001
Si 9.627 1.367 9.627 0 0 0
Si 6.904 9.586 9.608 -0.004 -0.001 -0.002
Si 9.621 6.841 9.616 0.001 0 0.001
Si 6.902 15.037 9.606 0 0 -0.003
Si 9.614 12.31 9.594 -0.001 -0.001 -0.001
Si 12.364 4.108 9.661 0.002 0.002 0.002
Si 15.105 1.364 9.635 -0.002 0 0
Si 12.349 9.582 9.597 -0.001 0.002 -0.002
Si 15.103 6.852 9.635 0 0 0
Si 12.352 15.046 9.615 -0.001 0.001 -0.001
Si 15.112 12.319 9.604 -0.001 -0.003 -0.001
Si 0.083 0.008 10.985 -0.001 0.001 0.001
Si 2.82 2.722 10.974 -0.002 -0.001 0.002
Si 16.47 5.465 10.987 -0.001 0 0.002
Si 2.815 8.202 10.994 0.002 -0.001 0.001
Si 0.069 10.963 10.989 -0.001 0.002 0.001
Si 2.813 13.692 10.992 -0.003 0.001 0
Si 5.539 0.005 10.98 -0.001 0.001 -0.001
Si 8.263 2.75 10.989 -0.001 0.002 0.001
Si 5.538 5.466 10.975 -0.002 0 0
Si 8.262 8.216 10.974 0.001 0.001 -0.001
Si 5.549 10.939 11.001 0 -0.002 0
Si 8.27 13.678 10.981 0 -0.001 -0.002
Si 11.001 0.004 11.001 0.001 -0.002 0.001
Si 13.743 2.731 11.013 0.002 -0.001 0.003
Si 10.986 5.488 11.001 0 0.001 0.001
Si 13.721 8.226 10.98 -0.001 0 0.001
Si 10.981 10.941 10.962 0.002 -0.002 0
Si 13.731 13.675 10.966 0.001 -0.001 -0.001
Si 1.457 1.369 12.353 -0.001 0 0.002
Si 4.166 4.1 12.348 -0.003 -0.002 0.001
Si 1.43 6.826 12.352 -0.004 0.001 0.001
Si 4.19 9.557 12.367 -0.006 -0.001 0.003
Si 1.429 12.336 12.357 0 -0.001 0.001
Si 4.177 15.053 12.364 0.001 0 -0.001
Si 6.892 1.385 12.357 0.004 0.001 -0.001
Si 9.618 4.124 12.371 0.003 -0.001 0.002
Si 6.904 6.838 12.33 -0.002 -0.002 -0.003
Si 9.623 9.581 12.344 -0.001 0 0
Si 6.917 12.319 12.362 -0.002 -0.001 -0.001
Si 9.633 15.04 12.366 -0.001 -0.001 0.001
Si 12.375 1.358 12.38 -0.003 0 0.001
Si 15.116 4.103 12.369 -0.001 0.002 0.003
Si 12.356 6.861 12.354 0 -0.002 0.001
Si 15.1 9.587 12.344 0.002 -0.001 0
Si 12.359 12.295 12.324 -0.003 -0.001 0
Si 15.107 15.044 12.318 -0.001 -0.001 -0.002
Si 0.103 2.736 13.724 0 -0.001 0.003
Si 2.811 0.008 13.739 0.001 -0.003 0.002
Si 16.46 8.201 13.701 0.001 -0.001 0
Si 2.791 5.453 13.725 -0.004 0 0.001
Si 16.444 13.705 13.715 -0.005 0.004 0.002
Si 2.807 10.946 13.689 -0.001 0.002 0
Si 5.527 2.753 13.74 -0.003 0.001 0.001
Si 8.257 0.014 13.723 -0.001 -0.001 -0.001
Si 5.564 8.171 13.733 0.006 -0.007 -0.001
Si 8.242 5.503 13.739 -0.002 0.003 0.003
Si 5.549 13.687 13.726 0 -0.002 -0.002
Si 8.278 10.95 13.732 -0.001 0.001 0.001
Si 10.992 2.746 13.716 0.001 -0.003 0.001
Si 13.773 16.383 13.724 0.003 -0.002 0.002
Si 10.976 8.221 13.721 -0.001 0.001 0.001
Si 13.73 5.485 13.703 -0.001 0.002 0.002
Si 11.012 13.651 13.712 0.001 -0.002 0.001
Si 13.715 10.938 13.711 0.003 -0.003 -0.001
Si 1.446 4.089 15.135 0 -0.006 0.005
Si 4.175 1.377 15.12 -0.001 0.002 0.006
Si 1.436 9.577 15.036 0.001 0.001 -0.002
Si 4.176 6.799 15.083 -0.004 -0.002 0.001
Si 1.414 15.059 15.089 -0.001 -0.004 0
Si 4.187 12.29 15.061 -0.002 -0.001 0.002
Si 6.864 4.152 15.115 0.003 -0.001 0.004
Si 9.616 1.392 15.086 0.001 0.006 0
Si 6.93 9.559 15.091 -0.002 0 0.002
Si 9.606 6.877 15.111 -0.001 -0.003 0.006
Si 6.895 15.065 15.11 0 0.003 0.002
Si 9.659 12.299 15.115 0 -0.001 0.005
Si 12.369 4.115 15.065 -0.002 -0.001 0.001
Si 15.161 1.35 15.074 -0.002 -0.001 0.001
Si 12.344 9.571 15.09 -0.004 0 0
Si 15.078 6.851 15.082 0 0.001 0.002
Si 12.406 14.99 15.07 -0.005 -0.001 -0.001
Si 15.062 12.331 15.064 0.003 -0.002 0
Si 0.116 0.04 16.525 0 0.002 -0.002
Si 2.825 2.718 16.533 0.001 0.003 0.01
Si 16.456 5.494 16.439 -0.018 -0.007 0.003
Si 2.847 8.236 16.382 -0.001 -0.001 0.002
Si 16.43 10.931 16.35 0.002 0.004 0.008
Si 2.774 13.634 16.379 0.001 -0.003 0.005
Si 5.534 0.025 16.509 -0.007 -0.011 0.001
Si 8.237 2.784 16.452 -0.011 -0.013 0.001
Si 5.474 5.455 16.553 0.003 0.007 0.004
Si 8.309 8.281 16.539 -0.012 -0.006 0.006
Si 5.529 10.891 16.435 0.01 0.001 -0.003
Si 8.278 13.686 16.444 0.007 0.013 -0.002
Si 11.04 16.398 16.352 0 -0.003 0.006
Si 13.781 2.739 16.372 0 -0.001 0.007
Si 10.965 5.462 16.421 0.01 0.007 0.003
Si 13.656 8.17 16.46 0.01 0.008 0.003
Si 11.038 10.942 16.512 -0.004 -0.008 0.008
Si 13.714 13.631 16.536 -0.004 -0.001 -0.004
Si 1.489 1.395 17.98 -0.003 0.002 -0.004
Si 4.149 4.021 18.007 0.002 -0.007 -0.016
Si 1.476 6.897 17.703 0.013 0.004 -0.02
Si 4.158 9.555 17.855 0.001 0.003 -0.004
Si 1.421 12.226 17.717 -0.003 0.005 -0.022
Si 4.085 15.008 17.755 -0.007 -0.003 -0.027
Si 6.896 1.463 17.872 0.012 0.002 -0.013
Si 9.61 4.136 17.82 -0.002 0.002 -0.011
Si 6.828 6.948 17.808 -0.002 -0.003 -0.022
Si 9.744 9.62 17.98 0.009 -0.004 -0.011
Si 6.932 12.235 17.752 -0.017 -0.005 -0.017
Si 9.7 15.073 17.744 0.006 0.009 -0.024
Si 12.423 1.348 17.683 0.011 -0.011 -0.041
Si 15.086 4.099 17.788 0.003 -0.003 -0.022
Si 12.274 6.776 17.851 -0.006 -0.013 -0.017
Si 15.021 9.622 17.706 -0.005 0.01 -0.018
Si 12.356 12.25 17.989 -0.007 0.008 -0.006
Si 15.131 15.038 17.812 -0.004 -0.002 -0.016
Si 16.519 2.898 19.25 -0.023 -0.002 0.063
Si 2.827 16.307 19.321 0.016 -0.032 0.058
Si 16.418 8.236 18.94 -0.006 -0.013 0.042
Si 2.735 5.563 19.173 0.003 0.008 0.047
Si 16.519 13.618 19.07 0.001 -0.016 0.074
Si 2.671 10.821 19.178 -0.018 0.015 0.044
Si 5.563 2.641 19.493 0.003 0.007 0.026
Si 8.383 0.102 19.073 0.005 -0.019 0.03
Si 5.541 8.307 19.322 0.011 -0.015 0.058
Si 8.201 5.572 19.091 -0.018 0.01 0.067
Si 5.447 13.544 18.987 -0.001 0 0.039
Si 8.351 11.077 19.272 -0.02 0.007 0.037
Si 11.025 2.669 19.033 0.002 -0.003 0.067
Si 13.783 0.04 19.125 -0.015 0.006 0.058
Si 11.048 8.118 19.391 -0.008 0.005 0.034
Si 13.598 5.337 19.172 0.022 -0.005 0.032
Si 10.95 13.729 19.245 -0.006 0.01 0.057
Si 13.768 10.827 19.338 0.019 -0.012 0.031
Si 1.042 4.704 20.586 -0.003 -0.063 -0.195
Si 4.631 0.688 20.686 -0.069 0.115 -0.196
Si 0.976 9.7 20.498 0.098 -0.017 -0.167
Si 4.362 6.614 20.502 -0.034 0.12 -0.199
Si 1.636 14.621 20.546 -0.051 0.14 -0.201
Si 3.879 12.408 20.379 0.092 -0.024 -0.204
Si 6.731 4.459 20.544 0.073 -0.115 -0.217
Si 9.999 1.161 20.498 -0.14 0.03 -0.206
Si 7.168 9.562 20.593 -0.093 0.022 -0.224
Si 9.219 7.109 20.574 0.076 -0.042 -0.212
Si 6.914 15.007 20.017 -0.008 -0.009 -0.073
Si 9.187 12.899 20.645 0.094 -0.094 -0.178
Si 12.501 3.674 20.534 -0.077 0.145 -0.201
Si 14.923 1.658 20.404 0.081 -0.036 -0.197
Si 12.911 8.957 20.654 -0.044 0.086 -0.21
Si 15.107 6.771 20.17 -0.021 -0.003 -0.095
Si 12.193 15.318 20.434 0.061 -0.09 -0.225
Si 15.408 12.133 20.471 -0.089 0 -0.2
Si 11.796 2.188 25.677 0.014 0.076 0.032
Si 16.194 1.41 23.237 -0.009 0.04 -0.023
Si 15.436 10.308 27.505 0.043 0.042 -0.035
Si 15.552 10.745 24.643 -0.05 -0.015 -0.023
Si 3.307 2.198 25.331 -0.005 0.017 -0.012
Si 1.28 15.413 23.478 0.019 -0.051 0.105
Si 8.468 7.799 27.801 0.027 0.038 0.008
Si 8.647 5.161 22.857 -0.023 0.002 -0.053
Si 5.675 11.458 22.706 -0.016 -0.015 -0.008
Si 2.79 12.095 29.738 -0.039 0.076 0.028
Si 10.062 4.315 27.254 0 0.049 0.013
Si 7.94 5.996 25.69 0.011 0.01 0
Si 1.055 8.501 23.46 -0.005 -0.034 -0.012
Si 9.351 13.208 23.729 0.01 0.05 -0.019
Si 12.853 10.727 22.982 -0.081 -0.093 0.051
Si 13.492 13.336 22.404 0.004 0.055 0.011
Si 16.29 5.952 24.835 0.006 0.057 -0.031
Si 2.343 9.388 30.336 -0.042 -0.007 -0.01
Si 1.999 14.497 28.248 0.008 -0.017 -0.075
Si 4.111 16.164 23.579 0.009 -0.059 -0.027
Si 6.64 14.245 23.956 -0.025 -0.014 -0.002
Si 12.692 4.698 28.251 -0.055 0.002 0.028
Si 3.993 7.542 23.424 0.036 0.016 -0.061
Si 6.056 9.324 24.497 0.027 -0.046 -0.03
Si 4.947 15.266 28.301 0 -0.01 -0.026
Si 12.848 15.927 27.139 0.102 0.019 0.001
Si 14.521 3.873 26 -0.021 -0.014 -0.039
Si 11.824 13.09 27.804 0.078 -0.006 0.006
Si 0.853 12.365 26.332 -0.067 0.027 0.011
Si 1.586 3.859 23.541 -0.013 -0.038 0.012
Si 0.355 7.516 27.449 0.033 0.032 -0.016
Si 0.537 1.95 27.004 -0.035 0.032 0.077
Si 3.19 8.414 27.432 0.003 0.027 0.049
Si 1.818 5.961 32.384 0.048 0.002 0.043
Si 1.397 14.943 32.438 -0.04 0.018 0.008
Si 12.073 12.637 24.828 -0.078 0.035 0.024
Si 6.149 13.043 26.739 0.013 -0.012 0.094
Si 5.137 6.861 25.948 0.005 -0.052 0.011
Si 3.859 16.208 31.166 0.034 0.149 0.046
Si 6.286 3.155 30.13 0.014 0.028 0.006
Si 8.25 11.021 25.815 -0.045 0.006 0.019
Si 10.619 2.944 22.891 0.058 -0.036 -0.046
Si 12.745 16.171 30.296 -0.105 -0.067 -0.034
Si 13.918 11.809 29.837 0.006 0.022 0.026
Si 13.42 6.868 30.467 -0.047 -0.025 0.027
Si 15.554 16.119 25.493 -0.032 -0.031 -0.039
Si 3.568 11.361 26.741 -0.049 -0.054 0.053
Si 16.524 7.249 30.327 0.005 0.003 -0.01
Si 2.126 1 29.159 -0.031 0.056 0.113
Si 4.839 10.699 31.158 0.015 -0.037 0.004
Si 4.141 4.276 32.164 0.074 0.009 0.019
Si 4.869 1.71 27.685 0.037 0.029 -0.003
Si 8.314 5.415 29.544 0.108 -0.018 -0.039
Si 8.858 1.772 31.318 0.019 0.071 0.02
Si 10.911 8.67 29.648 0.028 -0.059 -0.041
Si 8.721 7.83 31.369 0.01 -0.056 0.001
Si 10.168 15.647 31.907 0.087 -0.071 0.029
Si 9.788 11.065 28.358 0.021 0.021 0.003
Si 12.843 4.604 32.458 0.127 0.012 -0.003
Si 11.719 2.64 30.315 0.036 -0.068 -0.035
Si 7.316 9.816 29.486 -0.027 0.006 0.011
Si 14.946 14.174 31.471 -0.08 -0.025 0.033
Si 13.898 10.346 32.686 0.117 0.005 0.029
O 15.396 1.495 33.856 0.105 0.056 0.096
O 1.076 16.308 33.271 -0.154 0.112 0.057
O 3.267 3.247 33.084 -0.005 -0.171 0.122
O 4.045 1.419 0.234 -0.107 0.095 0.241
O 1.16 5.084 33.61 -0.112 -0.007 0.086
O 15.418 6.753 34.052 -0.083 -0.232 -0.091
O 2.479 7.342 33.007 0.331 -0.044 0.067
O 2.993 8.712 29.006 0.079 -0.14 -0.158
O 15.34 10.929 33.296 -0.189 0.128 -0.276
O 1.287 9.545 33.846 0.147 0.109 0.019
O 4.919 0.097 32.403 -0.078 -0.173 -0.005
O 1.702 13.692 33.432 -0.057 -0.178 0.06
O 3.397 1.362 28.245 0.094 -0.056 -0.274
O 2.813 1.015 30.667 0.126 0.123 0.121
O 4.734 15.638 29.895 -0.066 -0.116 0.105
O 8.947 2.423 32.825 0.004 -0.018 0.042
O 7.147 4.018 33.923 -0.128 -0.082 -0.099
O 5.105 5.295 33.027 -0.143 0.069 -0.091
O 7.566 8.629 30.563 -0.261 -0.114 -0.104
O 8.265 8.058 32.906 -0.217 0.003 -0.025
O 5.679 10.786 32.556 0.031 -0.208 -0.046
O 4.084 12.356 33.867 -0.077 0.175 0.043
O 11.017 10.193 29.046 0.17 -0.026 0.184
O 9.459 14.314 32.579 -0.144 0.103 -0.066
O 10.836 0.182 33.077 -0.035 0.071 0.025
O 11.33 15.399 30.742 -0.076 -0.195 -0.118
O 14.056 3.629 32.99 -0.032 0.126 -0.012
O 11.995 3.847 31.331 -0.316 -0.01 -0.232
O 11.832 4.713 33.7 -0.086 -0.445 0.107
O 10.036 6.671 34.067 -0.075 -0.195 -0.304
O 13.944 8.722 33.018 0.149 -0.266 -0.031
O 10.304 12.605 28.177 -0.077 0.141 0.008
O 12.473 10.804 33.35 0.06 0.041 0.004
O 12.654 15.06 34.037 0.122 -0.133 0.065
O 14.46 13.593 32.928 0.164 -0.389 0.105
O 1.817 4.334 21.996 0.337 0.127 -0.024
O 0.213 2.951 23.472 -0.106 0.179 0.214
O 5.9 16.035 20.846 0.114 0.156 0.041
O 4.035 0.695 22.229 0.068 -0.058 -0.017
O 16.487 10.998 21.005 -0.04 0.156 0.178
O 1.154 8.791 21.855 0.081 -0.048 0.178
O 3.659 6.976 21.946 -0.401 0.214 0.111
O 2.625 8.318 23.914 0.003 -0.07 0.348
O 0.874 14.844 22.002 0.007 0.1 0.01
O 2.988 3.182 24.059 0.028 -0.069 -0.14
O 4.393 11.63 21.735 0.043 -0.284 -0.038
O 2.865 13.584 20.914 -0.063 -0.036 0.353
O 5.485 5.477 20.888 0.103 -0.092 0.088
O 4.296 6.436 24.603 0.022 -0.222 0.047
O 9.714 1.97 21.916 -0.257 -0.076 0.073
O 8.89 4.801 26.242 -0.211 -0.323 -0.002
O 8.219 8.355 21.059 0.139 0.07 0.075
O 6.754 10.485 21.922 0.081 0.137 0.157
O 9.503 6.217 21.936 0.32 0.095 0.225
O 7.942 5.991 24.064 -0.257 0.01 -0.005
O 16.553 15.06 24.652 -0.002 -0.271 -0.108
O 6.246 12.931 23.069 -0.007 -0.069 -0.084
O 9.631 12.631 22.216 -0.112 0.051 0.039
O 7.949 13.991 20.832 0.024 0.142 0.191
O 12.372 8.038 29.983 0.174 0.039 0.072
O 11.722 3.784 21.994 0.089 0.033 0.023
O 13.76 2.696 20.921 0.074 0.098 0.122
O 15.567 1.06 21.789 0.222 -0.199 0.033
O 12.408 9.397 22.18 0.085 -0.018 0.207
O 10.788 13.584 24.433 0.088 0.095 0.178
O 16.221 5.784 20.964 -0.106 0.096 -0.009
O 14.104 7.836 21.006 0.084 0.166 0.142
O 12.866 14.701 21.811 -0.007 -0.11 -0.111
O 11.083 0.006 20.966 -0.138 -0.111 -0.029
O 13.365 13.343 24.051 0.275 -0.059 -0.028
O 14.975 13.07 21.782 0.31 0.068 0.156
O 13.236 2.97 25.546 -0.048 0.187 0.103
O 16.41 0.444 26.669 -0.134 -0.305 0.227
O 16.471 7.211 23.784 -0.146 -0.058 -0.263
O 15.806 3.013 26.545 0.023 -0.083 -0.055
O 14.778 10.261 26.007 -0.288 -0.252 -0.197
O 3.728 9.745 26.65 0.325 -0.085 0.124
O 14.434 10.684 23.453 -0.017 -0.077 -0.209
O 2.022 13.498 29.547 0.066 -0.022 0.151
O 3.844 0.748 24.831 -0.128 0.02 0.135
O 4.828 12.239 26.279 0.003 -0.113 -0.312
O 1.214 0.635 23.38 0.18 0.123 0.08
O 5.58 15.441 23.609 0.169 0.163 -0.26
O 5.756 8.36 25.755 0.169 0.148 -0.055
O 9.95 7.934 28.515 -0.031 -0.048 -0.155
O 7.545 4.323 21.978 0.174 0.04 -0.058
O 5.416 8.389 23.264 0.176 -0.181 -0.264
O 5.284 10.727 24.116 -0.194 0.199 -0.067
O 1.039 13.83 27.081 -0.238 0.112 0.167
O 9.44 10.502 26.834 0.22 -0.114 0.077
O 0.387 9.77 24.237 0.171 0.01 0.153
O 11.246 2.087 24.134 0.046 -0.102 -0.172
O 10.633 2.908 26.611 -0.008 -0.153 -0.139
O 9.649 4.078 23.528 -0.182 0.144 0.01
O 13.999 4.667 27.308 0.152 0.32 -0.035
O 13.17 5.677 29.419 -0.031 -0.031 0.02
O 8.581 7.418 26.223 0.137 0.168 0.071
O 0.324 11.305 27.468 0.213 -0.09 -0.046
O 14.456 10.847 28.657 -0.336 -0.146 -0.114
O 12.657 11.992 21.931 -0.046 -0.049 -0.066
O 8.777 12.026 24.668 -0.031 0.075 0.07
O 14.204 15.54 26.25 -0.115 -0.048 -0.096
O 1.232 5.065 24.579 0.249 -0.08 0.132
O 14.989 4.921 24.803 0.073 0.123 -0.204
O 3.672 9.531 31.315 0.141 0.051 0.034
O 1.008 8.562 30.743 0.02 0.054 0.031
O 2.812 15.079 31.665 0.122 -0.136 -0.137
O 16.232 12.211 25.048 -0.24 0.165 -0.065
O 1.882 2.189 26.122 -0.06 0.206 0.022
O 3.509 14.765 27.662 -0.085 0.07 -0.177
O 6.523 14.071 25.557 0.133 0.299 0.088
O 12.342 12.391 26.413 0.267 -0.217 -0.018
O 4.154 7.098 27.234 0.143 -0.121 0.098
O 11.405 5.258 27.395 0.04 0.187 -0.153
O 6.372 5.823 26.165 0.116 -0.298 0.005
O 7.761 6.503 28.484 0.042 -0.176 -0.157
O 3.393 11.7 28.302 0.397 -0.009 0.072
O 7.566 9.83 24.916 0.197 -0.153 -0.047
O 8.263 14.453 23.689 -0.024 -0.085 -0.264
O 12.075 0.717 26.343 -0.125 -0.036 -0.084
O 7.388 2.103 30.703 -0.186 0.03 0.069
O 14.918 7.502 30.402 -0.048 0.226 -0.076
O 16.13 6.547 26.337 -0.015 0.186 0.012
O 0.543 6.705 28.846 -0.078 -0.071 -0.054
O 11.902 11.097 24.25 0.015 -0.057 0.245
O 0.932 2.011 28.619 0.021 0.132 0.162
O 2.317 11.865 25.832 -0.105 0.07 -0.339
O 15.145 0.848 24.368 -0.103 0.078 -0.106
O 16.497 14.653 31.531 0.104 0.142 -0.012
O 15.829 8.781 27.861 -0.277 0.077 0.371
O 12.243 3.224 28.866 -0.163 -0.028 -0.074
O 4.554 2.608 26.34 0.029 0.207 -0.02
O 1.74 8.051 26.802 -0.045 -0.053 -0.238
O 1.758 10.909 30.168 -0.186 0.099 0.189
O 2.987 5.225 31.509 0.085 -0.095 -0.306
O 0.543 6.127 31.399 -0.282 0.091 -0.026
O 14.924 12.976 30.369 0.195 0.049 -0.099
O 1.503 15.921 28.851 -0.107 -0.084 -0.059
O 4.04 12.097 30.8 -0.103 0.336 -0.041
O 9.377 4.412 28.772 0.164 0.033 0.029
O 2.872 15.062 23.706 0.04 -0.267 -0.145
O 7.421 9.044 28.035 0.113 0.095 0.031
O 4.995 3.388 31.101 -0.216 0.013 0.138
O 7.019 4.585 30.014 -0.125 0.355 0.216
O 8.861 6.262 30.857 0.13 -0.14 0.161
O 5.532 0.2 27.532 0.292 -0.12 -0.065
O 5.764 2.611 28.691 0.02 0.124 -0.094
O 10.138 8.595 31.089 0.082 0.171 0.128
O 5.877 10.446 29.902 0.033 -0.063 -0.063
O 10.12 2.29 30.402 -0.133 0.119 -0.196
O 5.955 13.981 28.078 0.175 0.075 -0.009
O 12.588 1.328 30.747 0.014 0.148 0.083
O 13.988 15.426 31.042 0.057 0.204 0.124
O 10.181 12.175 33.811 0.099 0.004 -0.197
O 8.503 10.953 29.389 -0.04 0.033 0.165
O 13.238 6.109 31.926 0.2 0.157 0.019
O 13.157 16.289 28.707 0.151 0.285 0.156
O 7.294 11.883 26.849 -0.012 -0.171 0.124
O 11.836 14.659 27.359 -0.071 0.118 0.013
O 12.712 12.676 29.116 0.025 0.019 0.041
O 13.689 10.805 31.123 -0.064 -0.056 0.107
O 8.942 0.14 31.318 -0.242 0.051 -0.156

Results
total energy: -108569.845 eV
total energy less fixed offsets of O -438.35, Si -107.03 eV per atom: 10.385 eV
